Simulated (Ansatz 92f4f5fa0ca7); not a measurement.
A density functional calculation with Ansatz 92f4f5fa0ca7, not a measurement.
Periodic cell of 250 atoms, Si166O84, from a study of silicon, its oxide and their interface. The atomic structure is a simulated model.
Doubt: the cutoff is far below the 930 eV that the study's wrapper takes by default for these files, so forces and energies are approximate.
This geometry differs little from another in the collection (a relaxation step or a small displacement).

Settings
functional: PBE
potential files: Ansatz PAW
basis: plane waves
wave-function cutoff: 580 eV
density cutoff ratio: 5
exchange-correlation grid ratio: 1
k mesh: 1 x 1 x 1, Gamma-centred
self-consistency stop: 5e-08 eV per atom in the density residual
occupations: fixed
spin: none
net charge: 0

Cell vectors (angstrom)
a	10.938	0	0
b	0	10.938	0
c	0	0	37.074

Atoms and the computed forces on them: element, x, y, z (angstrom), force x, y, z (eV/angstrom)
Si	0	0	0.683	0.0279	-0.019	0.0054
Si	5.469	0	0.683	0.032	-0.0639	0.005
Si	2.7345	2.7345	0.683	0.0494	-0.0413	-0.0325
Si	8.2035	2.7345	0.683	0.0461	-0.0557	-0.0335
Si	0	5.469	0.683	0.0422	-0.049	-0.0022
Si	5.469	5.469	0.683	0.0732	-0.0506	0.0094
Si	2.7345	8.2035	0.683	0.0347	-0.0099	-0.0228
Si	8.2035	8.2035	0.683	0.0236	-0.0646	-0.0294
Si	1.3673	1.3673	2.0503	0.1081	-0.0033	-0.0439
Si	6.8362	1.3673	2.0503	0.193	-0.0212	-0.1367
Si	4.1018	4.1018	2.0503	-0.0242	-0.1438	-0.1188
Si	9.5708	4.1018	2.0503	0.0741	-0.1815	-0.0727
Si	1.3673	6.8362	2.0503	0.1675	-0.0708	-0.1177
Si	6.8362	6.8362	2.0503	0.1489	0.0117	-0.0487
Si	4.1018	9.5708	2.0503	0.0742	-0.1706	-0.0426
Si	9.5708	9.5708	2.0503	0.0065	-0.101	-0.0877
Si	2.7345	0	35.0225	-0.1664	0.1763	0.0326
Si	8.2035	0	35.0225	-0.0509	0.0557	-0.077
Si	0	2.7345	35.0225	-0.0909	0.0582	-0.1814
Si	5.469	2.7345	35.0225	-0.0759	0.1018	0.2219
Si	2.7345	5.469	35.0225	-0.0813	0.0919	-0.075
Si	8.2035	5.469	35.0225	-0.0481	-0.009	0.02
Si	0	8.2035	35.0225	-0.0976	0.1104	0.244
Si	5.469	8.2035	35.0225	-0.0707	0.063	-0.2127
Si	4.1018	1.3673	36.3898	-0.0442	0.0538	0.0023
Si	9.5708	1.3673	36.3898	-0.0313	0.0325	-0.0053
Si	1.3673	4.1018	36.3898	-0.0503	0.0313	-0.0118
Si	6.8362	4.1018	36.3898	-0.0438	0.05	0.009
Si	4.1018	6.8362	36.3898	-0.0464	0.0388	-0.0042
Si	9.5708	6.8362	36.3898	-0.0269	0.0544	-0.0018
Si	1.3673	9.5708	36.3898	-0.0385	0.0288	0.005
Si	6.8362	9.5708	36.3898	-0.022	0.0432	-0.0128
Si	-0.582	0.5859	27.1721	-0.1015	0.1744	-0.1334
Si	5.7046	-0.5013	26.8415	0.0699	-0.0176	0.0353
Si	2.061	3.4716	27.0061	-0.2447	0.029	-0.1883
Si	8.5593	2.2272	27.0554	0.1166	-0.0397	-0.016
Si	0.2771	5.1785	27.0224	0.0506	-0.0749	-0.0061
Si	4.8998	6.1945	26.9771	0.0283	0.1124	-0.0786
Si	3.1535	8.0449	26.8601	0.005	-0.0372	0.0151
Si	7.4208	8.7247	26.9133	-0.0827	0.0513	-0.1534
Si	1.2488	1.5741	28.2249	0.1061	0.0081	0.1579
Si	6.6575	1.3439	28.0649	-0.0695	-0.0432	-0.0114
Si	3.9335	4.3375	28.1202	0.12	0.0142	0.098
Si	9.4665	4.1259	28.2064	0.0371	0.0207	0.0174
Si	1.3569	6.9797	28.0849	-0.0354	0.0548	-0.0045
Si	6.6183	7.0425	28.3509	0.0155	-0.0839	0.0842
Si	4.079	9.6078	28.3418	0	-0.0075	-0.0204
Si	9.3458	9.6192	28.059	-0.0106	-0.1209	0.0696
Si	2.6468	0.1257	29.4997	-0.0331	0.0051	-0.009
Si	8.0439	0.0331	29.5542	0.0196	0.0522	-0.1056
Si	-0.1036	2.8501	29.6865	0.0049	-0.0237	-0.1915
Si	5.3412	2.8427	29.3827	0.02	-0.0133	0.0583
Si	2.6526	5.6489	29.6119	-0.0146	-0.0277	-0.0901
Si	8.0862	5.558	29.484	-0.0261	-0.0071	0.0068
Si	-0.1126	8.2927	29.4008	0.0278	-0.0125	0.0403
Si	5.3693	8.3259	29.8268	-0.0078	0.0059	-0.1349
Si	4.0467	1.4641	30.8609	0.0097	0.0222	-0.0212
Si	9.4679	1.4008	30.9188	-0.0135	-0.0836	0.0923
Si	1.3082	4.2176	30.9559	0.0837	0.0109	0.1022
Si	6.7458	4.1422	30.8382	-0.0104	0.0089	-0.0114
Si	4.0089	6.9029	31.0458	0.0251	-0.0578	0.1303
Si	9.5207	6.891	30.8451	-0.0002	0.0355	-0.0152
Si	1.2685	9.6447	30.8351	-0.0175	-0.0036	-0.0039
Si	6.795	9.6688	31.0479	0.044	-0.026	0.1172
Si	-0.0659	0.0381	32.2694	0.008	-0.0046	-0.0047
Si	5.402	0.106	32.3115	-0.0387	0.0291	0.0163
Si	2.6899	2.7988	32.2711	0.0106	-0.0061	0.0137
Si	8.1229	2.7834	32.26	-0.0307	0.0374	0.0044
Si	-0.0668	5.548	32.293	-0.0296	0.0345	0.0174
Si	5.4225	5.4833	32.2971	0.0122	-0.0003	0.0017
Si	2.629	8.2927	32.3018	-0.0445	0.0293	0.0035
Si	8.1904	8.2357	32.2942	0.0051	-0.023	0.0071
Si	1.3566	1.3766	33.6333	-0.0162	-0.0012	0.0041
Si	6.8233	1.3982	33.6667	0.0292	-0.0114	0.0087
Si	4.0936	4.0953	33.6634	-0.0241	0.0186	-0.0013
Si	9.5474	4.1094	33.6364	0.0047	-0.0179	0.0143
Si	1.3398	6.8608	33.6646	0.0282	-0.0267	0.0062
Si	6.8382	6.8325	33.6464	-0.033	0.0182	0.0062
Si	4.0767	9.5999	33.6496	0.0371	-0.0334	0.0082
Si	9.5729	9.5703	33.6609	-0.0073	0.0308	-0.0013
Si	2.7444	-0.0143	3.4086	0.0011	-0.007	-0.0039
Si	8.2167	-0.0065	3.4118	0.0007	-0.0008	-0.0097
Si	0.0232	2.7333	3.4199	0.014	0.0157	-0.0106
Si	5.4766	2.7174	3.399	-0.0084	-0.0073	-0.0023
Si	2.7555	5.4639	3.4111	-0.0132	-0.008	-0.0049
Si	8.2173	5.4533	3.407	-0.0068	0.0113	-0.0038
Si	0.01	8.1874	3.4008	-0.0091	-0.0072	-0.0034
Si	5.4821	8.1884	3.4188	0.0097	0.0134	-0.0073
Si	4.1864	1.2822	4.7591	0.0161	-0.0221	-0.0165
Si	9.6594	1.2911	4.764	0.0222	-0.034	-0.0415
Si	1.4273	4.0784	4.7833	-0.0048	0.0002	-0.0052
Si	6.8591	4.0632	4.749	0.0065	0.0049	-0.0343
Si	4.1976	6.7386	4.7798	0.043	-0.0242	-0.0349
Si	9.6589	6.7523	4.7592	0.0179	-0.0101	-0.0162
Si	1.4278	9.4951	4.7546	0.0216	-0.0062	-0.0262
Si	6.8756	9.5394	4.7716	-0.0181	0.0027	-0.0024
Si	0.0996	-0.0973	6.1468	0.026	-0.0065	0.0174
Si	5.5114	-0.0907	6.2024	0.0124	-0.0002	-0.0315
Si	2.8616	2.692	6.0564	0.0015	0.0356	0.0603
Si	8.2508	2.6688	6.0176	-0.0422	0.0247	0.027
Si	0.1037	5.4342	6.206	-0.0032	-0.0032	-0.0107
Si	5.5565	5.3807	6.2148	0.009	0.0015	0.0053
Si	2.8194	8.0943	6.0719	-0.0514	0.0606	0.0324
Si	8.274	8.1245	6.0365	-0.0293	0.0044	0.0449
Si	1.5883	1.2797	7.4038	-0.0229	-0.0211	0.0023
Si	6.9705	1.3195	7.4461	-0.0564	-0.0391	0.1078
Si	4.2046	3.9305	7.565	-0.0046	-0.0105	0.0193
Si	9.585	3.9943	7.4068	0.0609	0.0643	0.0541
Si	1.5826	6.7766	7.5748	-0.0627	-0.0387	0.0711
Si	6.9964	6.7995	7.4945	-0.02	0.0247	-0.0158
Si	4.1458	9.3599	7.5247	0.0578	0.0325	0.046
Si	9.6713	9.3681	7.4384	0.0071	0.0583	0.051
Si	2.8776	-0.1147	8.8754	-0.0871	-0.026	-0.0134
Si	8.3011	-0.1618	8.7164	-0.0727	-0.0328	0.0124
Si	0.0796	2.5782	8.6224	-0.033	-0.0561	-0.0051
Si	5.6385	2.5816	8.953	0.0357	0.06	-0.0465
Si	2.9056	5.3089	8.9983	-0.0257	-0.0334	0.0146
Si	8.3739	5.4345	8.8522	-0.0085	-0.0347	0.0319
Si	0.1675	8.1427	8.9221	0.0515	0.0222	-0.0009
Si	5.5669	8.0151	8.9385	-0.012	0.0194	0.0119
Si	4.7958	0.6291	10.0925	0.0459	-0.0606	0.056
Si	10.1096	0.8055	9.8581	0.0636	-0.0144	0.0989
Si	0.9347	4.2868	9.9432	-0.0335	0.1801	-0.0114
Si	6.6592	4.4322	10.1151	0.0095	0.024	0.0449
Si	4.7881	6.1428	10.2872	0.0181	-0.0209	-0.0157
Si	10.3562	6.2025	10.0703	0.0969	-0.1449	-0.0803
Si	0.9703	10.0681	10.1342	-0.0498	0.0485	-0.0376
Si	6.6594	9.7662	10.1105	-0.0003	0.027	-0.0541
O	13.7548	19.3262	16.4503	0.0156	0.0089	0.0064
O	11.4996	-3.6281	21.4075	0.002	0.0148	-0.0045
O	-9.9634	17.8638	15.3636	-0.0054	-0.0068	-0.0055
O	10.8069	15.8935	14.0178	-0.0036	0.0024	0.0163
O	19.9663	16.5728	18.7541	-0.0016	-0.0045	-0.0012
O	4.4681	17.4635	11.8853	-0.0192	-0.0095	0.0291
O	22.6476	38.0466	23.1631	-0.0092	0.0104	0.0129
O	0.9906	-0.7236	17.279	-0.0152	0.0074	0.0021
O	2.4751	3.2958	25.4129	0.0079	-0.0286	0.1201
O	2.8738	8.9733	25.4554	-0.0054	0.0177	0.0018
O	16.6916	15.0836	16.3633	0.0088	-0.0161	0.0207
O	5.7446	5.912	25.5429	-0.0353	-0.0151	0.053
O	7.3594	8.1095	25.3389	-0.003	0.0174	0.1112
O	-6.1796	13.9901	21.2369	-0.0022	-0.0146	-0.0094
O	-7.714	18.6039	13.9817	-0.0099	0.0046	0.0136
O	4.7213	29.4199	21.1038	0.0073	0.0057	-0.0063
Si	1.1212	30.0262	20.1035	-0.0115	-0.003	0.0082
Si	25.4683	17.199	13.2418	0.0133	0.0175	-0.036
Si	-26.9326	26.9478	15.0108	0.0084	0.0147	-0.017
Si	-8.1552	46.7652	17.9547	-0.0056	0.0069	0.0088
Si	18.0747	12.0134	19.0816	0.0001	-0.0036	0.0077
Si	-15.4439	39.8389	24.5415	-0.0057	0.044	0.0585
Si	-38.6506	25.5842	22.6685	0.0204	0.0177	-0.0107
Si	-11.9298	1.8313	24.6751	-0.0176	0.035	0.0264
Si	-1.5893	23.0128	12.9	0.0058	-0.0214	-0.0557
Si	14.5643	1.9163	15.45	0.0019	-0.0043	-0.0058
Si	-9.4017	28.0664	22.1249	0.0021	-0.0019	0.0133
Si	7.7825	29.3804	15.3477	0	-0.0323	-0.0069
Si	25.8984	9.1461	17.249	-0.0024	-0.012	0.0054
Si	-8.8897	-2.8392	15.0376	0.0006	-0.0123	-0.017
Si	13.7698	35.078	24.2238	-0.0103	0.0265	0.0236
Si	13.5384	21.3748	21.6306	-0.0199	-0.0001	-0.009
Si	-23.2274	4.4603	17.7305	0.009	0.0036	0.0047
Si	15.4128	23.6615	20.2743	-0.0199	0.0087	0.0131
Si	18.5434	-16.3334	19.5758	0.0111	-0.0019	0.0314
Si	7.7869	15.8677	22.7131	-0.0084	0.0008	-0.0071
Si	22.486	27.0683	12.5823	-0.0012	-0.0123	-0.1102
Si	10.6351	27.8054	15.332	-0.0033	0.0164	0.0021
Si	0.3068	9.9259	13.1382	0.0001	0.0117	-0.0814
Si	4.3461	39.6969	22.5565	-0.0117	-0.0085	0.0021
Si	-6.0277	55.9919	13.0051	0.0444	0.0017	-0.0635
Si	34.976	11.295	17.2212	0.003	-0.0058	0.0017
Si	18.3191	14.226	12.9119	-0.0135	0.0182	-0.066
Si	8.2654	31.2451	12.8448	0.006	0.0162	-0.0208
Si	6.8583	25.4828	17.4429	-0.0129	0.0217	0.0008
Si	-0.2881	31.9828	18.2501	-0.0023	-0.0037	0.0107
Si	5.0801	29.0434	19.5485	-0.0108	0.0016	0.0149
Si	33.3258	1.5354	22.253	-0.0074	-0.0091	-0.0106
Si	-0.3563	37.5186	24.1997	0.017	-0.002	0.069
Si	-5.1995	-0.069	15.4349	-0.0069	-0.0006	0.0017
Si	13.5092	27.5139	19.4066	-0.0067	0.0057	0.028
Si	-0.9445	1.9625	19.6269	0.0277	0.0007	0.0012
Si	-40.1775	-0.7144	24.6219	0.037	-0.024	0.0369
Si	7.8964	9.9096	17.0676	0.0119	-0.0038	0.0087
O	16.3308	32.7754	13.8314	-0.0086	0.0012	0.0304
O	-4.4267	28.3814	15.4024	0.0048	0.0143	0.0069
O	8.7572	13.4998	13.4381	0.0078	0.0103	0.0152
O	4.6802	16.221	22.6166	0.0068	-0.0037	0.0057
O	2.1635	-5.3278	12.836	-0.0133	-0.0025	0.0137
O	15.1268	11.8108	11.6281	0.0056	-0.01	-0.0395
O	18.3047	21.4258	18.5064	-0.0082	0.0099	0.0074
O	-0.883	1.4062	23.1146	0.0072	-0.0003	0.0002
O	8.3947	56.4021	19.93	-0.0011	-0.0095	0.0071
O	-19.6842	16.1836	20.951	0.0081	-0.0048	-0.0113
O	-25.9871	34.8374	17.7892	-0.0038	-0.004	-0.0069
O	1.7978	7.0492	19.0789	0.0019	-0.0034	0.0025
O	-8.0962	33.5606	24.8453	-0.0095	0.0088	-0.0185
O	-5.8449	10.4434	25.2595	-0.0264	0.0072	-0.0105
O	-0.3058	44.3504	25.5085	0.0387	-0.0626	0.0707
O	-5.8141	-1.414	16.1112	0.0062	0.009	-0.0043
O	-0.3123	28.1695	11.7433	-0.0294	0.0378	0.0565
O	10.1742	57.8911	18.5834	-0.0107	0.0006	0.0017
O	9.2149	4.5399	23.3522	0.0062	0.0007	0.0185
O	-8.8208	15.3395	18.4545	0.0056	-0.0064	-0.0001
O	3.438	-11.9009	22.9827	-0.0133	0.0262	0.0136
O	10.7314	0.514	13.5482	-0.0071	-0.0047	-0.0004
O	-2.6094	36.7714	16.8122	-0.0016	-0.0074	0.0007
O	26.9187	23.1738	16.0003	0.0053	-0.0006	0.0027
O	14.3356	22.5921	20.8779	0.0118	0.0034	0.0074
O	9.8847	9.0491	12.7656	0.0019	-0.0049	0.0159
O	21.6359	26.9205	16.7047	-0.0129	-0.0158	0.0151
O	9.5991	12.3234	11.3185	0.0333	-0.038	-0.0576
O	-7.7319	36.0073	16.3743	0.0005	-0.0068	-0.0006
O	7.4074	52.8586	11.4731	0.0098	-0.0071	0.0144
O	40.1897	6.3189	23.4372	0.008	-0.0087	-0.0009
O	-10.1797	47.644	11.5808	0.0172	-0.024	0.0766
O	18.2578	-0.0922	15.8455	-0.0029	0.002	0.0018
O	5.8578	44.7155	20.064	0.0188	-0.0003	-0.002
O	7.6248	52.212	14.0302	-0.0017	-0.0089	0.019
O	39.5262	-7.2168	22.9752	-0.0055	0.0054	0.0128
O	12.1275	31.1973	14.3623	0.0093	-0.0049	0.0083
O	24.6233	7.0002	22.8735	0.0082	0.0022	0.0002
O	2.2945	20.1379	20.594	0.0007	0.0071	0.0079
O	29.4843	8.3435	16.7386	0.0021	0.0209	0.0122
O	-4.2496	28.7646	19.465	-0.0052	0.0029	-0.0008
O	12.6948	1.7342	18.0082	0.0075	0.0058	0.0086
O	4.1773	27.7225	19.1818	-0.0038	0.0071	-0.0054
O	-21.8638	24.1899	20.9044	-0.0121	-0.0031	0.0032
O	-3.9938	4.3547	14.0287	0.0027	-0.0065	0.0122
O	-37.5399	-8.7463	12.6482	-0.0197	-0.0037	0.0287
O	12.1703	9.9133	11.7808	-0.0092	-0.0028	0.0442
O	14.7681	2.2063	13.8631	-0.0123	0.0062	0.0254
O	-14.3358	25.9558	11.4989	-0.0269	0.0022	-0.0194
O	-17.4365	16.2351	14.273	-0.0067	-0.0068	0.0098
O	8.1651	21.9088	13.1424	0.0202	0.0072	0.002
O	9.2196	28.6149	15.2769	0.0033	-0.0025	-0.003
O	-9.1959	24.2267	22.9872	0.0032	-0.0183	-0.0011
O	-19.3895	55.4427	15.6625	-0.001	0.0063	0.0099
O	-6.2357	19.2608	18.468	-0.0002	-0.0051	0.001
O	-0.4499	-10.4158	19.095	-0.0106	0.0058	0.0077
O	1.0931	0.0359	21.9949	0.0084	-0.0002	0.0117
O	10.827	3.2135	24.8326	-0.0279	-0.0214	-0.007
O	15.2488	24.6539	23.746	0.0055	-0.0138	0.0079
O	14.9629	-8.4146	18.8855	-0.0016	-0.0004	0.0022
O	-4.2189	4.3511	18.8926	-0.0036	-0.0077	-0.0076
O	8.4806	13.1046	25.3491	-0.0182	0.0169	0.0036
O	-5.7528	40.5139	23.7043	-0.0026	-0.0103	-0.0087
O	9.5054	31.8359	17.128	-0.0032	0.0002	0.0084
O	3.4608	10.5488	17.891	-0.0052	0.0051	0.0048
O	-2.9915	5.1935	21.1194	-0.0001	0.0037	-0.0075
O	10.8332	41.6875	19.3084	-0.0045	0.0081	-0.0009
O	-0.3037	5.6794	25.5124	-0.0094	-0.0174	-0.0353

Results
free energy: -153297.007 eV
free energy less fixed offsets of O -568.88, Si -635.61 eV per atom: 0.173 eV

The program warned: the cutoff lies below the one the program advises for these potential files; the forces do not sum to zero within the program's tolerance; the exchange-correlation potential is rough where the density is thin.
